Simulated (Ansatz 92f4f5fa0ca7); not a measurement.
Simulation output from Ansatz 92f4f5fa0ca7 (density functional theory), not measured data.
Periodic cell of 226 atoms, Si133O92B1, from a study of silicon, its oxide and their interface. The atomic structure is a simulated model.
Doubt: the cutoff is far below the 930 eV that the study's wrapper takes by default for these files, so forces and energies are approximate.
This geometry differs little from another in the collection (a relaxation step or a small displacement).

Settings: functional PBE; potential files Ansatz PAW; basis plane waves; wave-function cutoff 580 eV; density cutoff ratio 5; exchange-correlation grid ratio 1; k mesh 1 x 1 x 1, Gamma-centred; self-consistency stop 5e-08 eV per atom in the density residual; occupations fixed; spin none; net charge -1 e, with a uniform compensating background and no finite-size correction.

Cell vectors (angstrom)
a  10.938  0  0
b  0  10.938  0
c  0  0  31.9494

Atoms: element, x, y, z (angstrom)
Si  10.624  0.0024  24.4423
Si  5.0739  0.1258  24.6952
Si  2.8129  2.298  24.5663
Si  8.5671  2.4329  24.585
Si  10.702  5.5882  24.3624
Si  5.1528  5.6133  24.4755
Si  2.9869  7.9505  24.4281
Si  8.4108  7.8313  24.447
Si  1.2831  1.133  25.8744
Si  6.8168  1.3285  25.7722
Si  3.9808  4.0167  25.7647
Si  9.6815  4.0191  25.8777
Si  1.3365  6.7951  25.6942
Si  6.7975  6.7201  25.7799
Si  3.999  9.4614  25.984
Si  9.4808  9.4429  25.8261
Si  2.6361  -0.1322  27.3186
Si  8.1468  -0.0645  27.1834
Si  0.0647  2.654  27.2518
Si  5.4474  2.7201  27.1422
Si  2.6651  5.4264  27.1486
Si  8.1864  5.3662  27.1616
Si  0.012  8.1558  27.1566
Si  5.5058  8.1336  27.2214
Si  4.0852  1.3266  28.5327
Si  9.5425  1.3165  28.5691
Si  1.3879  4.065  28.5947
Si  6.8047  4.0585  28.5553
Si  4.0784  6.7788  28.5519
Si  9.5576  6.7801  28.5026
Si  1.2924  9.4816  28.658
Si  6.8193  9.5391  28.5916
Si  -0.0145  -0.0151  29.9859
Si  5.4512  -0.0144  29.9357
Si  2.7691  2.7167  29.9369
Si  8.1578  2.699  29.9308
Si  -0.0195  5.4423  29.9126
Si  5.4521  5.4224  29.941
Si  2.7404  8.1742  29.9663
Si  8.2242  8.1729  29.9004
Si  1.4212  1.359  31.3272
Si  6.7711  1.3831  31.3325
Si  4.1308  4.037  31.3465
Si  9.5444  4.083  31.2742
Si  1.3553  6.8124  31.2938
Si  6.8268  6.8417  31.2639
Si  4.0699  9.6159  31.3385
Si  9.552  9.546  31.3079
Si  2.8936  0.1773  0.8546
Si  8.1907  0.0152  0.6802
Si  0.0191  2.7533  0.6874
Si  5.3263  2.5952  0.8756
Si  2.7397  5.454  0.6864
Si  8.1841  5.4733  0.6832
Si  0.0344  8.2325  0.7207
Si  5.4808  8.2363  0.6939
B  4.106  1.39  2.0585
Si  9.6005  1.3622  2.034
Si  1.4091  4.0935  2.0723
Si  6.7915  4.1063  2.0334
Si  4.0956  6.8568  2.0344
Si  9.5775  6.8483  2.0664
Si  1.4216  9.6696  2.0474
Si  6.7874  9.6778  2.0624
Si  0.038  0.0439  3.4622
Si  5.326  0.1995  3.2821
Si  2.8727  2.6263  3.2418
Si  8.2498  2.7883  3.3302
Si  0.0487  5.5013  3.4576
Si  5.4734  5.524  3.4163
Si  2.7397  8.2542  3.3857
Si  8.2215  8.3139  3.3718
Si  1.4324  1.4739  4.7696
Si  6.8587  1.4703  4.6547
Si  4.0507  4.1123  4.6871
Si  9.6044  4.0837  4.7579
Si  1.3696  6.9768  4.8168
Si  6.8384  6.9947  4.7083
Si  4.109  9.6315  4.7153
Si  9.6198  9.5883  4.82
Si  2.7615  0.0429  6.1023
Si  8.2692  0.137  6.0368
Si  0.053  2.8011  6.2457
Si  5.5176  2.85  6.036
Si  2.7598  5.5728  6.0819
Si  8.2591  5.6049  5.9311
Si  0.0508  8.3111  6.3448
Si  5.4927  8.3362  6.163
Si  4.4288  1.1908  7.2895
Si  9.8118  1.1667  7.554
Si  1.1858  4.5079  7.4654
Si  6.6362  4.5607  7.2147
Si  4.3193  6.7229  7.4753
Si  9.7368  6.6161  7.4712
Si  1.2782  9.9564  7.6618
Si  6.7174  9.9782  7.3746
O  9.5835  1.239  23.9901
O  4.1052  6.8032  23.9534
O  4.0046  1.2419  24.0665
O  9.5297  6.7012  23.9134
O  -0.0221  5.5433  7.99
O  5.5729  0.137  7.8952
O  0.0555  0.0956  8.1046
O  5.5366  5.6458  7.8448
O  7.5765  4.0037  8.4401
O  8.7401  7.0496  8.7469
O  2.1699  9.4778  9.0228
O  8.898  1.7103  8.8643
O  7.6118  9.4749  8.6816
O  3.6206  1.827  8.578
O  3.5787  7.2433  8.8932
O  2.0723  4.022  8.7909
O  8.1394  3.4788  23.3658
O  0.4407  4.9282  22.9692
O  1.9042  2.7382  23.2564
O  5.8273  4.9049  23.1348
O  5.515  10.0136  23.5032
O  2.445  8.6854  23.0329
O  0.1909  10.072  23.0967
O  7.774  8.5738  23.0966
Si  8.6592  7.6998  18.4479
Si  8.7918  6.3535  13.6217
Si  3.799  1.5406  14.714
Si  2.1362  5.7439  17.6317
Si  2.414  3.1418  19.5078
Si  9.8155  9.0267  12.0623
Si  1.331  9.4192  22.0981
Si  9.1761  0.9628  13.1905
Si  1.4291  5.0532  13.0171
Si  1.8002  8.2524  12.7865
Si  6.6481  9.5593  22.4476
Si  4.529  4.6005  15.7003
Si  8.2115  3.0335  9.5471
Si  0.8427  8.2465  19.273
Si  6.9534  1.3483  21.0999
Si  8.2259  8.3177  9.6416
Si  10.8943  5.1985  15.6027
Si  7.5713  9.4938  16.3119
Si  9.9328  2.0573  20.3046
Si  3.2112  8.5189  9.8738
Si  6.6947  3.3552  17.4162
Si  1.167  0.2061  19.8148
Si  3.2464  2.8217  12.2725
Si  7.2156  5.3987  19.7005
Si  5.749  8.6642  11.5219
Si  5.7928  6.0697  13.1867
Si  4.6373  9.7091  17.62
Si  1.0192  3.5956  22.1983
Si  4.8996  1.4852  18.8096
Si  3.2025  3.0903  9.4858
Si  6.4539  10.811  13.7789
Si  10.3536  0.1152  15.9648
Si  5.6741  3.6546  11.1315
Si  9.8421  3.8932  11.889
Si  2.3483  9.9221  15.5264
Si  6.0777  8.1329  19.8094
Si  6.9317  3.9704  22.3957
Si  9.7571  2.7744  17.3691
O  7.2019  6.3745  13.9669
O  1.8827  7.0566  18.6809
O  10.2981  4.0232  16.5171
O  6.1711  9.9599  17.0501
O  10.1514  0.7093  14.4659
O  8.4459  6.1199  18.8721
O  5.1742  0.6808  14.4215
O  5.7194  2.0614  17.5311
O  8.3461  1.9406  20.5443
O  1.9979  4.2979  18.413
O  6.9784  2.7996  10.6263
O  4.8817  2.7094  12.2042
O  6.0286  4.3953  16.3485
O  4.5698  3.9269  9.928
O  10.6913  2.7708  21.56
O  9.7264  6.1511  14.9623
O  6.0085  6.4961  19.847
O  4.0862  0.1747  18.2755
O  9.2619  10.5485  12.2761
O  2.8625  4.3621  12.6972
O  1.9123  10.6983  21.2181
O  3.993  2.72  19.3949
O  0.7358  10.0424  15.9532
O  1.2774  9.8028  18.841
O  1.7144  1.6612  19.2826
O  8.9451  10.3816  16.4875
O  4.8777  8.5897  18.7919
O  9.566  8.7599  10.4754
O  6.7428  4.0977  18.8612
O  2.8507  1.7268  13.3869
O  5.8309  8.7814  21.271
O  2.5504  2.4597  10.8545
O  7.6091  4.8505  21.1848
O  5.2171  7.4751  12.5437
O  0.4344  9.0652  12.4827
O  7.5848  1.0503  13.5758
O  7.1081  9.6263  14.7414
O  8.983  5.0252  12.6899
O  8.0934  8.034  16.9164
O  6.2134  2.5748  21.8998
O  2.4593  9.0654  14.0922
O  0.4276  4.4808  11.8638
O  0.815  8.3176  20.9415
O  9.3924  3.8279  10.3373
O  9.6575  2.3826  12.5273
O  7.6228  8.5695  19.3954
O  2.5525  8.1644  11.3397
O  3.9864  3.0559  15.3667
O  0.8514  4.4936  14.438
O  10.0574  2.9961  18.9596
O  9.1546  7.7982  12.9384
O  10.5133  0.5355  20.0805
O  6.0413  5.0368  11.9278
O  8.1549  2.7533  17.0224
O  3.5302  5.4744  16.722
O  4.6621  9.1297  10.3766
O  1.5348  6.6753  13.1658
O  4.7686  5.4915  14.339
O  2.0413  3.8517  20.9343
O  10.5449  1.4029  16.9529
O  0.9415  6.065  16.5626
O  7.3431  10.9488  21.9378
O  5.9318  0.9087  19.9226
O  6.072  10.0202  12.3966
O  2.8477  0.5462  15.5801
O  7.0564  8.0139  10.7614
O  10.2456  8.0163  18.6941
O  3.4523  9.2036  16.5667

Results
free energy: -137022.775 eV
free energy less fixed offsets of B -154.04, O -568.88, Si -635.61 eV per atom: 4.355 eV

Forces (eV/angstrom), in the order of the atoms: element, x, y, z
Si  0.0167  -0.0035  -0.0068
Si  0.006  -0.0076  -0.0047
Si  -0.012  0.0027  -0.013
Si  -0.0073  0.0091  -0.0019
Si  0.0052  -0.0189  0.0048
Si  0.0136  -0.0015  -0.0107
Si  -0.0074  0.0156  0.0039
Si  -0.0115  0.0039  -0.0177
Si  -0.0035  -0.001  -0.0083
Si  0.002  -0.0028  -0.0049
Si  -0.0052  0.0003  0.0007
Si  0.0053  0.003  -0.0097
Si  0.0061  -0.0014  -0.0074
Si  -0.0001  0.001  -0.0005
Si  0.0079  -0.0069  -0.0108
Si  0.0008  -0.0014  -0.0027
Si  -0.0034  0.0032  -0.0057
Si  -0.0069  0.0028  0.0039
Si  -0.0006  0.0004  -0.0016
Si  0.0038  0.0006  0.0001
Si  0.002  -0.0008  0.0006
Si  -0.0016  -0.0009  -0.0048
Si  -0.002  -0.0025  -0.001
Si  -0.0038  0.0008  -0.0023
Si  0  0.0021  -0.0055
Si  0  0.001  -0.0032
Si  0.0021  -0.0013  0.0012
Si  -0.0043  -0.002  0.0028
Si  -0.0024  -0.0027  -0.0071
Si  0.0021  0.0001  -0.0054
Si  -0.0022  -0.001  0.0176
Si  0.0035  -0.0016  0.0015
Si  -0.0013  -0.0054  -0.0004
Si  0.0055  -0.0008  0.0053
Si  0.0026  0.0086  0.0052
Si  -0.0035  -0.0072  0.0026
Si  0.0041  -0.0033  0.0016
Si  -0.0053  -0.0049  0.0028
Si  -0.0005  0.002  0
Si  -0.0024  0.0074  0.0031
Si  0.0007  -0.0025  -0.0023
Si  0.0006  0.0077  -0.0001
Si  0.0022  -0.0018  -0.0023
Si  -0.0026  0.0002  -0.0017
Si  0.0029  0.0031  -0.0005
Si  0.0016  -0.0029  -0.0004
Si  -0.0086  0.0026  -0.0027
Si  0.0039  0.0027  -0.0015
Si  -0.0049  -0.0175  -0.0309
Si  -0.0064  -0.0042  -0.0008
Si  0.0031  0.0014  -0.0022
Si  0.0199  0.0077  -0.0351
Si  -0.002  -0.0032  -0.0019
Si  -0.0036  -0.0028  0.0092
Si  -0.0007  0.0016  0.0044
Si  0.0021  0.0038  -0.0019
B  -0.0504  0.0461  0.1263
Si  -0.0069  0.0039  -0.0044
Si  0.0027  0.0027  0.0198
Si  0.007  0.001  -0.0037
Si  -0.0031  -0.0051  -0.0052
Si  -0.0031  0.0038  0.0089
Si  -0.0004  -0.0039  -0.0021
Si  0.0112  -0.0005  0.0165
Si  0.0085  -0.0077  0.0102
Si  -0.0173  0.0094  -0.0387
Si  0.0599  -0.0584  -0.0632
Si  -0.0082  -0.0006  -0.0047
Si  0.0004  -0.0008  -0.0044
Si  0.0025  -0.0011  0.0015
Si  -0.0086  0.0109  0.0003
Si  0.0007  0  -0.0211
Si  -0.0032  0.01  0.0101
Si  0.009  0.0003  0.0026
Si  -0.0188  -0.0029  0.0039
Si  0.0142  -0.0005  0.0055
Si  0.0018  -0.0096  0.0049
Si  -0.0036  0.0152  -0.0021
Si  0.0107  -0.0065  0.0038
Si  -0.0087  0.0047  0.0027
Si  -0.0176  0.0053  0.0029
Si  0.0108  0.0017  0.0132
Si  -0.0009  -0.0096  0.0077
Si  0.006  0.0142  0.0065
Si  0.0042  0.0016  0.0039
Si  0.0055  -0.0073  0.0075
Si  0.0016  -0.0001  0.0008
Si  -0.005  -0.0022  0.0155
Si  -0.0013  -0.0013  0.0401
Si  -0.0156  0.0132  -0.025
Si  0.0066  -0.0084  -0.0172
Si  0  -0.0086  0.02
Si  -0.0134  0.0226  -0.0051
Si  -0.0065  0.0066  0.012
Si  0.0077  -0.0037  0.0149
Si  0.0073  -0.014  -0.0057
O  -0.0027  0.002  0.0007
O  -0.0029  -0.0042  -0.0034
O  0.0003  0.0003  0.0029
O  -0.0011  0.0041  -0.0001
O  0.0014  0.0074  0.0134
O  -0.0086  0.0033  -0.0085
O  0.0106  -0.0057  0.0086
O  0.0036  -0.0105  -0.0121
O  -0.021  0.02  -0.0315
O  0.0123  -0.0128  -0.0221
O  -0.0194  0.0139  -0.0262
O  0.0082  -0.009  -0.0075
O  -0.0138  0.0153  -0.0173
O  0.0144  -0.0233  -0.0313
O  0.0089  -0.0143  -0.016
O  -0.0099  0.0048  -0.0115
O  0.0117  -0.0114  0.0153
O  -0.0084  0.0146  0.0119
O  0.0162  -0.0097  0.0199
O  -0.0136  0.0125  0.0172
O  -0.0101  0.0109  0.0159
O  0.0115  -0.0123  0.0137
O  -0.0172  0.0148  0.0202
O  0.0122  -0.0111  0.015
Si  0.0002  -0.0007  0.0086
Si  0.001  -0.0016  -0.0084
Si  0.0026  -0.0026  -0.0019
Si  0.0038  0.0015  0.0053
Si  0.0075  -0.0027  0.0015
Si  0.0015  0.0026  0.0027
Si  0.0016  -0.0003  -0.0298
Si  -0.0004  -0.0019  -0.007
Si  -0.0036  0.0004  -0.0099
Si  -0.0046  0.0011  0.0032
Si  -0.0061  0.0022  -0.0216
Si  -0.0004  -0.0043  0.0019
Si  0.0086  -0.0034  0.0353
Si  -0.0013  -0.0065  -0.0033
Si  -0.0022  -0.0003  -0.0023
Si  0.0029  0.0022  0.0357
Si  -0.0012  -0.0006  0.0031
Si  0.0014  0.0029  0.0023
Si  -0.0016  -0.0019  -0.0007
Si  0.01  -0.0008  0.037
Si  0.0011  -0.002  0.0012
Si  -0.0017  0.0025  0.0053
Si  0.0001  0.0008  0.003
Si  -0.0023  0.0059  -0.0007
Si  -0.0029  0.0046  0.0059
Si  -0.0004  0.0004  -0.0019
Si  0.0007  0.001  0.0022
Si  -0.0016  -0.0074  -0.0265
Si  -0.0044  0.0009  0.0055
Si  0.0045  0.0119  0.0371
Si  0.0026  0.0026  -0.0016
Si  -0.0006  -0.0032  0.0023
Si  -0.0016  0.0076  0.0075
Si  0.0049  0.0029  0.0048
Si  0  0.0039  0.0036
Si  0.0022  -0.0056  0
Si  0.0023  -0.0025  -0.0247
Si  -0.0026  -0.002  -0.0018
O  -0.0028  -0.0001  0.0039
O  -0.0028  0.0054  -0.0042
O  -0.0001  0.001  -0.0011
O  -0.0019  0.0008  -0.0006
O  -0.0034  0.0029  -0.003
O  -0.0027  -0.0032  -0.0048
O  0.0019  -0.0005  0.0031
O  -0.0021  -0.0017  -0.0001
O  -0.006  -0.0025  -0.0038
O  -0.0011  -0.0082  0.0007
O  0.0125  -0.0016  -0.005
O  0.0037  0.0041  -0.001
O  -0.0013  -0.0002  -0.0001
O  -0.0133  -0.0034  -0.0082
O  0.0102  0.0093  0.0064
O  -0.0041  0.0021  -0.0017
O  -0.0009  -0.0005  -0.0067
O  0.0001  0.0026  -0.0047
O  0.001  -0.0086  0.0053
O  0.0049  -0.0061  0.0063
O  0.0005  -0.0096  0.0076
O  -0.0029  0.0014  -0.0075
O  0.0008  -0.0008  0.0011
O  0  0.0023  -0.0014
O  -0.0019  -0.0021  -0.0064
O  0.0008  0.0008  -0.0014
O  0.0043  -0.0035  -0.0005
O  -0.0126  -0.0056  -0.0157
O  0.0016  0.0049  0.0003
O  -0.0008  0.006  -0.0025
O  0.0057  0.011  0.0149
O  0.001  0.002  -0.0186
O  -0.0034  -0.0119  0.015
O  0.0003  0.0082  0.0011
O  -0.0033  0  0.0069
O  0.0017  0.0008  0.0058
O  -0.0025  0.0022  -0.0015
O  0.0031  -0.0089  0.003
O  0.0019  -0.0028  0.0025
O  0.0019  0.0105  0.001
O  -0.0006  -0.007  -0.0055
O  -0.0043  -0.0028  0.0056
O  0.0032  0.0083  0.0134
O  -0.0139  -0.0065  -0.0152
O  0.001  0.009  0.0022
O  -0.0051  0.001  -0.0054
O  0.013  0.0031  -0.0219
O  -0.0003  -0.0009  0.0011
O  0.004  0.0004  -0.0021
O  0.0009  -0.0046  0.0056
O  0.0025  0.0082  0.0023
O  -0.0012  0.0022  -0.0059
O  -0.0001  -0.0127  -0.0022
O  0.0016  0.0003  -0.0003
O  -0.0007  0.0007  -0.0009
O  -0.0119  0.0005  -0.0048
O  0.0016  0.0035  0.0079
O  0.0035  0.0038  -0.0019
O  -0.0112  0.0036  0.0141
O  0.0002  0.0021  -0.0014
O  -0.0002  -0.0004  -0.0024
O  -0.0006  -0.011  0.0009
O  0.0116  0.0005  0.0039
O  -0.0039  -0.0122  -0.0046
O  0.0013  0.0018  0.0005
O  0.0163  -0.0002  -0.0102
O  0.0055  0.0019  -0.0049
O  0  -0.0003  -0.0002

The program warned: the cutoff lies below the one the program advises for these potential files; the exchange-correlation potential is rough where the density is thin.
